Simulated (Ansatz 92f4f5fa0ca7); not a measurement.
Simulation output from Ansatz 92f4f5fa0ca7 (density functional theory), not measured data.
Periodic cell of 256 atoms, Si144O112, from a study of silicon, its oxide and their interface. The atomic structure is a simulated model.
Doubt: the cutoff is far below the 930 eV that the study's wrapper takes by default for these files, so forces and energies are approximate.

Settings
functional: PBE
potential files: Ansatz PAW
basis: plane waves
wave-function cutoff: 580 eV
density cutoff ratio: 5
exchange-correlation grid ratio: 1
k mesh: 1 x 1 x 1, Gamma-centred
self-consistency stop: 5e-08 eV per atom in the density residual
occupations: fixed
spin: none
net charge: 0

Cell vectors (angstrom)
a  10.938  0  0
b  0  10.938  0
c  -0.3025  0.4303  36.913

Atoms and the computed forces on them: element, x, y, z (angstrom), force x, y, z (eV/angstrom)
Si  1.2947  -1.1614  29.3131  0.0082  -0.01  -0.0135
Si  3.975  1.5787  29.4733  0.01  -0.0155  -0.0079
Si  0.901  4.7481  29.4726  0.0011  0.0039  0.0013
Si  3.6845  -3.2617  29.4449  0.0082  0.0227  -0.0108
Si  -4.749  -0.6611  29.6099  -0.0188  0.0043  -0.0126
Si  -1.8431  1.8998  29.4872  0.0038  0.0033  -0.006
Si  6.848  4.1588  29.3853  0.0025  -0.0062  -0.0159
Si  -1.3741  -3.9741  29.4037  0.0053  0.0014  -0.0251
Si  2.3817  0.4134  30.7377  0.01  0.0001  0.0032
Si  5.1836  3.1555  30.7455  0.0066  -0.0055  0.0029
Si  2.5246  -4.9827  30.6739  -0.0106  -0.0055  -0.0004
Si  5.1007  -2.2116  30.9674  0.0012  -0.0037  -0.0029
Si  -3.0367  0.4014  30.8119  -0.0047  0.0067  0.0026
Si  -0.2803  3.1554  30.7605  -0.0033  0.0004  -0.0037
Si  7.897  5.8671  30.6785  -0.0019  -0.0065  0.0029
Si  -0.2687  -2.3262  30.6866  0.0056  -0.0048  0.0018
Si  1.0611  1.7953  32.1232  -0.0047  0.0007  -0.005
Si  3.8172  4.5475  32.0914  -0.0011  0.0029  -0.0027
Si  1.102  -3.6751  32.0999  0.0012  0.0023  -0.0014
Si  3.7167  -0.8665  32.2205  -0.0052  0.0061  -0.0023
Si  6.5318  1.7924  32.1542  -0.0002  -0.0008  -0.0088
Si  9.2591  4.528  32.1205  0.0008  -0.0005  0.0013
Si  6.5444  7.2497  32.1109  -0.0016  0.0016  0
Si  -1.6403  -0.9786  32.1071  -0.0006  -0.0006  0.0002
Si  -0.3025  0.4303  33.4948  -0.0107  -0.115  -0.1027
Si  2.432  3.1648  33.4948  0.123  0.0684  -0.2432
Si  -0.3025  5.8993  33.4948  0.099  0.0254  -0.2062
Si  2.432  -2.3042  33.4948  -0.3314  -0.0707  0.4076
Si  5.1665  0.4303  33.4948  -0.0944  0.2687  0.4427
Si  7.901  3.1648  33.4948  -0.0109  0.047  0.1258
Si  5.1665  5.8993  33.4948  0.0946  -0.0513  -0.0857
Si  7.901  -2.3042  33.4948  0.1411  -0.2075  -0.1293
Si  1.3673  -1.3673  3.418  -0.0207  -0.0325  0.1807
Si  4.1018  1.3673  3.418  0.0141  0.0362  0.1381
Si  1.3673  4.1018  3.418  0.001  0.15  -0.2384
Si  4.1018  -4.1018  3.418  -0.0026  -0.1507  -0.1945
Si  6.8362  -1.3673  3.418  -0.0015  -0.0164  -0.3368
Si  -1.3673  1.3673  3.418  -0.0261  0.0342  -0.2773
Si  6.8362  4.1018  3.418  -0.0224  0.0176  0.2615
Si  -1.3673  6.8362  3.418  0.0182  -0.0085  0.2357
Si  2.7352  0.0025  4.7974  -0.0005  0.0001  -0.0025
Si  5.4574  2.7401  4.817  0.001  -0.0013  -0.0023
Si  2.7229  5.476  4.7812  0.0016  -0.0003  0.0078
Si  5.4898  -2.7568  4.7416  0.0048  -0.0053  0.0058
Si  -2.7319  -0.0069  4.7479  0.0033  -0.0039  0.0068
Si  -0.0225  2.7658  4.7437  -0.0013  0.0008  0.0053
Si  8.2039  5.4719  4.8195  -0.0012  -0.0003  0.0005
Si  0.0064  -2.7407  4.8196  -0.0015  0.0012  -0.0007
Si  1.3253  1.4065  6.097  -0.0054  0.0099  0.0023
Si  4.0616  4.1119  6.1859  -0.0108  0.0065  0.0022
Si  1.3847  -4.1027  6.2079  0.0091  -0.005  -0.0039
Si  4.1324  -1.4119  6.0983  0.0027  -0.0086  -0.0033
Si  -4.0743  1.3497  6.1338  0.0066  -0.0004  -0.0049
Si  -1.3419  4.1156  6.1833  0.0059  -0.0082  -0.004
Si  6.8313  -4.084  6.1779  -0.0085  0.014  0.0006
Si  -1.3952  -1.3651  6.1498  -0.0106  0.007  0.0017
Si  -0.2675  0.2777  7.3985  -0.0064  0.0081  0.0169
Si  2.4259  2.961  7.4748  -0.0099  0.0059  0.0028
Si  0.2399  -5.6881  7.5513  0.0111  -0.0126  0.0151
Si  3.0039  -2.9373  7.4977  0.0148  -0.0106  0.0158
Si  5.7481  -0.3079  7.3815  0.0133  -0.0193  0.0393
Si  -2.4924  2.5006  7.4556  0.013  -0.0082  0.0143
Si  5.2056  5.7351  7.4687  -0.0096  0.0159  0.0112
Si  -2.9421  -2.5146  7.5305  -0.0065  0.0051  -0.002
Si  1.0648  -0.937  34.862  -0.0489  -0.1132  0.0392
Si  3.7993  1.7975  34.862  0.1505  0.0498  0.0455
Si  1.0648  4.532  34.862  -0.0224  0.0195  -0.0408
Si  3.7993  7.2665  34.862  0.0002  0.0478  -0.0347
Si  6.5338  -0.937  34.862  -0.059  0.0052  -0.044
Si  -1.6697  1.7975  34.862  -0.0429  -0.0008  -0.0361
Si  6.5338  4.532  34.862  0.0029  -0.0246  0.0035
Si  -1.6697  7.2665  34.862  0.0164  0.0324  0.0003
Si  2.432  0.4303  36.2293  -0.0209  0.0139  -0.0464
Si  5.1665  3.1648  36.2293  -0.0572  0.0116  -0.0114
Si  2.432  5.8993  36.2293  0.022  -0.0118  -0.0113
Si  5.1665  -2.3042  36.2293  0.0168  -0.0276  -0.0096
Si  -3.037  0.4303  36.2293  0.023  0.0057  -0.0125
Si  -0.3025  3.1648  36.2293  0.0114  -0.0276  -0.0103
Si  -3.037  5.8993  36.2293  0.0013  -0.0272  -0.0358
Si  -0.3025  -2.3042  36.2293  0.0002  0.0689  -0.0105
Si  1.3673  1.3673  0.6835  0.0257  -0.0276  0.0228
Si  4.1018  4.1018  0.6835  0.0642  -0.0301  0.016
Si  1.3673  6.8362  0.6835  -0.045  0.0278  0.0078
Si  4.1018  -1.3673  0.6835  -0.0105  0.0427  0.0136
Si  6.8362  1.3673  0.6835  -0.0465  0.0341  0.0051
Si  -1.3673  4.1018  0.6835  -0.026  0.0314  0.0211
Si  6.8362  -4.1018  0.6835  0.0288  -0.0062  0.028
Si  -1.3673  -1.3673  0.6835  0.0018  -0.0619  0.0212
Si  0  0  2.0507  -0.0212  0.0459  0.0079
Si  2.7345  2.7345  2.0507  -0.0112  0.0362  0.0157
Si  0  5.469  2.0507  0.0604  -0.0251  0.0031
Si  2.7345  -2.7345  2.0507  0.0282  -0.0256  0.0159
Si  5.469  0  2.0507  0.0414  -0.0301  0.0139
Si  8.2035  2.7345  2.0507  0.0099  -0.0839  0.0072
Si  5.469  5.469  2.0507  -0.0814  0.0026  0.003
Si  8.2035  -2.7345  2.0507  -0.0185  0.0698  0.0104
Si  3.3205  -1.1477  16.3944  0.0009  -0.0014  0.0031
Si  2.4156  4.2027  17.6089  0.0004  0.0008  0
Si  6.5036  3.7916  9.5912  0.0024  0.0052  -0.0053
Si  -2.424  -0.1659  15.6254  -0.0016  0.0016  -0.0003
Si  -1.3864  -1.568  24.7366  0.0002  -0.0006  -0.0007
Si  2.7281  3.4143  27.2505  -0.0008  -0.0039  0.0071
Si  -2.0642  1.4179  13.284  -0.0025  -0.0015  -0.0023
Si  1.5399  2.9223  22.2915  -0.0008  0.0028  -0.0069
Si  0.7064  2.7018  25.1965  -0.002  0.0046  0.0028
Si  0.9913  4.9577  14.7972  0.0008  0.0002  0.0053
Si  3.0213  1.8549  15.932  -0.001  0.0005  0.0043
Si  7.3744  4.0624  12.5977  0.0036  -0.0021  0.0031
Si  0.32  4.6264  20.0229  -0.0007  0  -0.0063
Si  1.1764  -1.4794  9.643  -0.0002  0.0077  -0.0077
Si  6.8069  -0.4173  23.546  -0.0026  0.0021  -0.0012
Si  2.6669  0.2459  11.853  -0.0016  0.0024  -0.0004
Si  3.4347  -4.5071  14.1922  0.0005  -0.0002  0.0033
Si  -1.243  -4.158  15.4901  -0.0016  0.0002  0.0056
Si  4.3464  -1.699  13.6338  0.0006  0.001  -0.0011
Si  4.771  -5.1665  16.812  0.0003  -0.0002  -0.0012
Si  1.5579  -1.8315  23.3187  0.0008  -0.0025  -0.0012
Si  -2.4923  -3.7953  26.502  0.0014  -0.0078  0.0009
Si  0.9853  2.0667  13.6813  -0.0007  0.0008  0.0009
Si  3.5168  -1.6199  19.4518  0.002  0.0005  -0.0052
Si  1.947  -3.9406  21.0197  -0.0001  -0.0005  -0.0082
Si  5.5361  -4.6261  24.1952  -0.0036  0.0035  0.0003
Si  4.2852  1.494  9.5378  -0.0019  -0.0091  -0.0081
Si  1.8216  0.247  20.9514  0.0023  -0.0039  -0.0081
Si  5.7226  -2.5261  27.3349  -0.0051  0.0061  0.0041
Si  -2.9077  -4.8097  22.6748  -0.0003  0.0002  -0.0055
Si  6.8193  2.5135  24.5624  0.0009  -0.0021  0.0019
Si  -2.2995  -3.9933  12.631  -0.0046  0.004  0.001
Si  4.2916  -1.9444  24.8388  0.0023  -0.0008  0.0023
Si  -2.6336  3.5589  19.1447  -0.003  -0.0025  -0.0076
Si  7.5567  -4.7138  17.7816  0.0002  0.0003  -0.001
Si  -1.0247  -3.7711  9.7712  -0.0024  -0.0003  -0.0057
Si  7.8753  0.6465  18.4124  -0.002  0.0036  0.0017
Si  -1.7897  4.5129  25.0635  -0.005  -0.0016  0.006
Si  3.8925  4.7418  21.9766  0.0025  0.0012  -0.009
Si  0.2592  -1.5945  16.5206  0.0036  -0.0061  0.0036
Si  7.3952  -1.2421  13.1179  0.0008  0.0024  0.0001
Si  6.5017  3.7363  21.5732  0.0019  -0.0025  -0.0079
Si  -2.2753  -3.0272  20.3148  0.0022  -0.0007  -0.0069
Si  -0.4285  0.3314  27.049  -0.0038  0.0056  0.0023
Si  -0.4604  -0.889  19.4032  0.0014  -0.0093  -0.0029
Si  5.4817  4.2869  26.5388  0.0075  -0.0085  -0.001
Si  4.9476  3.8924  14.5262  -0.0005  0.002  0.0073
Si  6.3553  -0.81  20.5203  -0.0017  0.0038  -0.0103
O  7.8568  -5.3777  13.0641  0.0002  -0.0009  -0.0034
O  -1.3149  -0.6161  26.0659  0.0022  0.0049  -0.0015
O  5.4447  4.5442  15.9455  -0.0016  0.0008  -0.0031
O  6.9271  -4.0096  23.5914  0.0016  0.001  -0.0023
O  1.7744  -1.4779  15.918  -0.0008  -0.0015  -0.0023
O  -1.4894  -4.3092  11.244  0.0045  0.002  -0.0037
O  4.437  -3.5367  24.603  0.001  -0.0024  -0.0029
O  -1.8166  -0.144  19.0334  -0.0041  0.0021  0.0044
O  2.7928  3.8383  22.7555  0.0014  0  0.0036
O  5.1363  0.4861  29.0455  0.007  0.0018  0.0116
O  4.1028  -4.0784  8.0054  0.0024  -0.0012  -0.0111
O  6.6072  -1.5169  28.2664  0.0037  0.005  0.0064
O  4.6982  -1.6507  26.395  0.0056  -0.0047  -0.002
O  -2.9308  3.0425  29.0307  -0.004  0.0042  0.0048
O  7.1797  5.2103  21.6503  -0.0007  0.0017  0.0056
O  -2.2611  5.5436  26.2427  -0.0009  0.0036  -0.0025
O  5.7672  -1.1941  13.012  -0.003  0.0003  0.0035
O  2.8963  2.6768  17.3383  0.0009  -0.002  0.0007
O  3.291  2.1131  28.0655  0.0033  -0.0037  0.0047
O  6.202  3.5003  13.5809  0.0012  0.0006  -0.0029
O  7.4558  -1.9851  20.5071  0.003  -0.0008  0.0062
O  1.5932  1.6179  15.1437  0.0013  0.0005  -0.0008
O  0.6795  -0.5326  27.904  0.0097  -0.0082  0.0077
O  3.2232  -0.6741  13.0676  0.0024  -0.0014  -0.0014
O  3.8825  0.8208  10.947  0.0024  0.0059  -0.0003
O  4.8106  5.385  23.1155  -0.0016  0.0014  0.0035
O  2.833  -0.1738  19.7586  0.0009  0.0005  0.0063
O  1.3464  4.1004  8.0264  -0.0021  0.0012  -0.0095
O  2.4752  -2.2564  28.8839  -0.0039  -0.0061  0.0076
O  6.3511  4.5688  27.8798  0.0077  0.002  0.0122
O  2.7129  -1.6655  24.4932  0.0023  -0.0003  -0.0004
O  5.9138  5.0866  8.8036  -0.0048  0.0045  -0.0081
O  0.2428  1.4157  26.0555  -0.005  -0.0085  -0.0012
O  6.8628  -1.3869  7.9848  -0.0157  0.0152  -0.0142
O  4.9365  -1.5844  20.2638  -0.0029  -0.0007  0.0029
O  -2.7033  3.1613  25.0517  0.0055  0.0026  -0.006
O  5.37  2.6602  9.7678  0.0002  0.0012  0.0067
O  6.5819  0.3273  19.3576  -0.0012  0.0009  0.003
O  6.5054  3.0167  23.0375  -0.0013  0.0011  0.0028
O  -1.8913  5.2573  23.607  0.0032  -0.0018  0.0037
O  7.8326  -1.3273  14.6967  -0.0009  -0.0031  -0.0045
O  8.1515  0.1191  12.5148  0.0004  0.0001  0.0053
O  7.5984  -0.0118  16.9524  -0.0111  -0.0032  -0.0003
O  7.5414  4.6552  18.2198  0.0018  -0.0016  0.0014
O  3.9345  -3.2555  13.262  -0.0007  0.0025  0.0031
O  5.9708  -4.3331  17.5488  -0.0008  0.0004  -0.0005
O  -2.5096  1.276  14.8537  0.0002  0.0018  -0.0034
O  3.9237  -4.2566  15.7438  -0.0004  0.0006  -0.0012
O  2.1877  3.0532  25.765  0.0042  0.0011  -0.0016
O  1.6785  -0.7108  10.9776  -0.0025  -0.0058  -0.0005
O  -0.2815  -3.1172  16.3003  0.0004  0.0013  -0.0012
O  4.9416  3.8627  21.0632  -0.002  -0.0004  0.0036
O  4.0574  2.5658  14.8681  0.0012  -0.001  -0.0033
O  4.9477  0.3017  8.668  0.0099  -0.0062  -0.0197
O  0.102  -2.6304  10.0358  0.0001  -0.0011  0.0069
O  -0.4342  1.3565  13.3002  0.0023  -0.0001  0.0003
O  6.5498  -0.064  21.9665  -0.0013  -0.0007  0.0029
O  -0.2389  5.8353  28.9845  -0.0015  0.0014  0.009
O  -1.9134  -3.3779  27.9688  0.0063  -0.0017  0.0207
O  -0.3979  -5.029  8.9284  0.0047  -0.005  -0.007
O  4.3737  -1.6394  15.2578  -0.0009  0.0011  -0.0042
O  1.9673  -0.6611  22.2793  0.0006  0.0029  0.0011
O  6.8679  -3.3231  26.4797  -0.0026  0.0005  -0.0045
O  0.8041  2.3157  23.6115  -0.0013  -0.0007  0.0075
O  7.4466  3.029  20.4483  0.0013  -0.0005  0.0009
O  3.6962  5.1856  17.9115  0.001  0.0004  0.0015
O  3.6935  -1.8147  17.8412  -0.0006  -0.0001  0.0008
O  3.5734  0.4458  16.4735  -0.0001  0.0007  -0.0006
O  -1.4446  -3.5945  13.9673  0.0005  -0.001  -0.0026
O  -0.8397  -2.286  20.1332  0.0022  -0.002  0.0047
O  -2.6705  -1.1575  23.7833  0.0041  -0.0037  0.0002
O  2.4242  -2.1799  8.8475  0.0047  -0.0062  -0.0091
O  0.461  -0.3576  8.7162  -0.0066  0.005  -0.0101
O  -2.5821  2.1962  18.245  0.0012  0.0053  0.0052
O  5.4265  -1.2074  23.9316  -0.0021  -0.0014  0.0023
O  4.0929  5.0163  13.689  0.0012  -0.0007  0.0014
O  1.366  4.2093  18.8411  0.0004  -0.0005  0.0039
O  -0.8536  -0.5594  15.904  0.0036  0.0019  0
O  4.7525  -3.5602  28.1901  -0.0136  -0.0034  0.0089
O  -2.2776  -3.1499  8.9087  -0.0038  0.004  -0.0009
O  1.6157  -3.2625  22.4907  0.0002  0.0001  0.0028
O  1.8032  -4.7215  14.1075  0.0001  0.0001  -0.002
O  1.5183  4.0909  28.0979  -0.0058  0.0027  0.0006
O  -2.4454  2.8663  12.643  -0.0033  0.0042  0.0008
O  7.7975  3.1823  8.8088  0.0054  -0.0047  -0.0064
O  1.9563  1.5702  12.474  0.0031  -0.005  0.0006
O  0.4869  3.7733  21.399  -0.0005  -0.0002  0.0024
O  -0.5114  5.3417  15.275  0.0005  -0.0002  -0.002
O  0.2992  0.1235  20.4077  0.0028  0.0057  0.0107
O  1.7721  4.6248  16.178  -0.0005  0.0004  -0.0031
O  0.635  -4.7334  20.3964  -0.0001  -0.0001  0.0053
O  0.0513  -1.594  23.9337  -0.0011  0.0007  -0.0006
O  5.7222  2.8646  25.7425  -0.0052  0.0058  0.0002
O  -2.0544  -3.8362  21.7114  0.0015  0.0015  0.0035
O  -0.2707  4.0031  25.3574  0.0035  -0.001  -0.0063
O  2.1597  1.7679  21.3459  0.0021  -0.0025  0.0028
O  6.9002  0.9041  24.4852  0.0011  -0.0002  -0.0022
O  -1.1903  4.254  19.5152  -0.0004  -0.0006  0.0042
O  -1.6613  -3.07  25.3042  -0.0026  -0.0028  -0.0029
O  0.8929  3.7046  13.7485  -0.0008  0.0013  -0.0004
O  3.1407  5.8868  21.1174  0.0007  -0.0007  0.0056
O  -2.5928  -4.4187  16.3739  0.0021  0.0007  -0.0032
O  2.5228  -2.7975  20.0062  -0.0007  0.001  0.0025
O  -1.3791  1.3778  7.9609  0.0032  -0.0023  -0.0148
O  6.9247  4.287  11.0623  -0.0011  -0.0024  0.0016
O  3.9388  4.4662  27.0156  -0.0122  0.0028  -0.0045
O  5.9184  5.3877  25.4527  0.0051  -0.001  -0.0005
O  0.4393  -1.2404  18.1006  0.0073  -0.0023  -0.0055
O  -2.6532  -3.8872  18.9818  -0.0009  -0.0031  -0.0025
O  7.7783  -2.6281  12.3312  0.0036  -0.0037  0.0051
O  2.984  2.1451  8.7968  -0.0048  0.0044  -0.0019
O  -1.3598  1.1232  28.1216  -0.0018  0.0038  0.0014

Results
free energy: -155247.704 eV
free energy less fixed offsets of O -568.88, Si -635.61 eV per atom: -5.304 eV

The program warned: the cutoff lies below the one the program advises for these potential files; the forces do not sum to zero within the program's tolerance; the exchange-correlation potential is rough where the density is thin.
